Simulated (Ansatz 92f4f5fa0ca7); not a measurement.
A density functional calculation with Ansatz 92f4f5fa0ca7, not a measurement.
Periodic cell of 216 atoms, Si120O64H32, with a vacuum gap, from a study of silicon, its oxide and their interface. The atomic structure is a simulated model.

Settings: functional r2SCAN; potential files Ansatz PAW; basis plane waves; wave-function cutoff 800 eV; density cutoff ratio 5; exchange-correlation grid ratio 1; k mesh 1 x 1 x 1, shifted by 0.5 0.5 0 of a step; self-consistency stop 1e-11 eV per atom in the density residual; occupations fixed; spin none; net charge 0; applied field sawtooth along c, amplitude +0.015 V/angstrom in the program's sign convention, ramp centred at 0.9873 of c and 0.0253 of c wide, no dipole correction.

Cell vectors (angstrom)
a, 10.887, 0, 0
b, 0, 10.887, 0
c, 0, 0, 39.4834

Atoms: element, x, y, z (angstrom)
Si, 0.4105, -0.4654, 25.7965
Si, 3.0789, 2.6581, 25.8625
Si, -0.0653, 5.5702, 25.885
Si, 2.8728, 8.4594, 25.9185
Si, 5.3392, 0.4759, 25.6976
Si, 8.1787, 2.9558, 25.9898
Si, 5.7658, 4.9462, 25.7196
Si, 8.5501, 7.8366, 25.813
Si, 1.415, 1.3718, 26.9585
Si, 4.2768, 4.0138, 27.2939
Si, 1.6137, 6.7649, 27.0403
Si, 4.2868, 9.7437, 27.161
Si, 6.9262, 1.392, 27.1737
Si, 9.6599, 4.1297, 27.3031
Si, 6.8033, 6.7507, 26.9475
Si, 9.6611, 9.4295, 27.1555
Si, 0.1075, 2.655, 28.4803
Si, 2.7885, 0.104, 28.4699
Si, 0.1501, 8.0656, 28.4778
Si, 2.8555, 5.4252, 28.4951
Si, 5.582, 2.6643, 28.6393
Si, 8.2722, -0.0523, 28.4512
Si, 5.544, 8.1772, 28.3897
Si, 8.1701, 5.4878, 28.5012
Si, 1.4477, 4.058, 29.8235
Si, 4.1215, 1.3662, 29.9171
Si, 1.4366, 9.5417, 29.7924
Si, 4.1645, 6.8483, 29.8091
Si, 6.8815, 4.1109, 29.9116
Si, 9.5875, 1.334, 29.8295
Si, 6.8885, 9.4899, 29.8087
Si, 9.5882, 6.7982, 29.8422
Si, 0.0465, -0.0254, 31.1862
Si, 2.7643, 2.7393, 31.2416
Si, 0.0336, 5.4001, 31.1779
Si, 2.7676, 8.18, 31.1651
Si, 5.4829, -0.0505, 31.1894
Si, 8.2268, 2.7032, 31.2085
Si, 5.476, 5.4749, 31.2137
Si, 8.2294, 8.1633, 31.2
Si, 1.3668, 1.3688, 32.5536
Si, 4.0973, 4.1186, 32.5754
Si, 1.3668, 6.8256, 32.5102
Si, 4.1008, 9.5086, 32.5579
Si, 6.8124, 1.3568, 32.5409
Si, 9.5551, 4.0692, 32.5671
Si, 6.8418, 6.8216, 32.5621
Si, 9.5404, 9.5403, 32.5601
Si, -0.0169, 2.7033, 6.95
Si, 2.7112, -0.0108, 6.9119
Si, -0.0271, 8.1482, 6.9245
Si, 2.6997, 5.4745, 6.9119
Si, 5.4423, 2.7245, 6.933
Si, 8.1505, 0.0002, 6.9337
Si, 5.4568, 8.1647, 6.939
Si, 8.1595, 5.4223, 6.9359
Si, 1.3098, 4.1267, 8.2552
Si, 4.0633, 1.3471, 8.2674
Si, 1.2851, 9.5625, 8.2598
Si, 4.0782, 6.8036, 8.2689
Si, 6.775, 4.095, 8.3164
Si, 9.4506, 1.3841, 8.3077
Si, 6.7801, 9.5446, 8.3075
Si, 9.4822, 6.7923, 8.3042
Si, -0.1102, 0.0178, 9.6583
Si, 2.6711, 2.7455, 9.537
Si, -0.091, 5.4064, 9.6761
Si, 2.6707, 8.1839, 9.5253
Si, 5.4197, 0.0201, 9.6798
Si, 8.0786, 2.7193, 9.7071
Si, 5.404, 5.4527, 9.6863
Si, 8.0889, 8.1394, 9.6628
Si, 1.2413, 1.4985, 10.89
Si, 4.0151, 4.022, 10.945
Si, 1.3332, 6.8306, 10.8677
Si, 3.9734, 9.5232, 10.9081
Si, 6.703, 1.4058, 11.1301
Si, 9.3955, 4.0666, 11.1031
Si, 6.7207, 6.8328, 11.0999
Si, 9.3833, 9.5293, 11.0218
Si, -0.0939, 2.698, 12.4499
Si, 2.6197, 0.1211, 12.1009
Si, -0.0174, 8.1607, 12.224
Si, 2.6241, 5.3969, 12.1827
Si, 5.2368, 2.7372, 12.5059
Si, 7.9974, -0.0431, 12.4886
Si, 5.2145, 8.1822, 12.3864
Si, 8.0206, 5.4172, 12.5185
Si, 1.0916, 4.3871, 13.6284
Si, 3.9066, 1.1782, 13.7485
Si, 1.1742, 9.7977, 13.3834
Si, 4.0725, 6.4897, 13.6196
Si, 6.3317, 4.2992, 13.8853
Si, 9.7351, 0.9664, 13.7179
Si, 6.1778, 9.849, 13.7178
Si, 9.7624, 6.6242, 13.5589
Si, 3.7402, 7.5722, 23.2197
Si, -8.621, 29.3291, 19.7618
Si, 2.1653, 26.5429, 21.1097
Si, -3.9249, 30.7248, 16.6358
Si, 16.5321, 5.4294, 18.6295
Si, 14.3742, 4.7172, 23.6372
Si, 9.1751, 21.1314, 18.1661
Si, 8.8071, 17.6113, 16.2573
Si, -32.4678, 29.5567, 17.6075
Si, -7.5979, 3.2867, 18.8459
Si, 7.6554, 36.7072, 16.576
Si, -2.0164, -24.8548, 22.8099
Si, -4.0195, -11.6343, 20.3193
Si, -2.0307, -8.5467, 23.1429
Si, -11.4071, -0.3068, 22.8155
Si, 2.0504, -8.2258, 15.9422
Si, 17.1154, 7.2874, 21.1467
Si, -11.926, -9.0232, 16.6153
Si, -11.3223, 26.7867, 22.9191
Si, -8.7363, 20.6405, 21.5507
Si, 4.4812, 8.1107, 17.866
Si, 4.4161, 0.8336, 20.5184
Si, 24.1914, 29.9586, 15.5946
Si, 28.085, 11.7192, 22.759
O, -0.5323, -12.6532, 18.1847
O, -6.4071, 4.3592, 18.8747
O, 9.261, -14.3176, 14.8895
O, -20.305, 8.7395, 20.4994
O, 1.2998, 7.1167, 18.5624
O, 2.9026, 19.6842, 22.6069
O, -7.0609, 1.9513, 19.5477
O, -3.3573, 18.3489, 16.8859
O, 19.097, 8.1829, 24.2511
O, 6.0896, -15.7116, 20.0737
O, -5.8386, 18.177, 22.2862
O, 7.0616, 14.8871, 25.376
O, 0.5298, 2.2052, 16.3301
O, 9.947, 17.5572, 17.3854
O, -1.2458, 9.1839, 22.3484
O, -7.9074, 1.6267, 15.0582
O, -11.9168, 0.7754, 17.8182
O, -3.8356, -0.3241, 21.8808
O, 14.5862, 8.1504, 19.2814
O, -5.9116, -5.9036, 24.2616
O, 4.1452, 12.4227, 25.3126
O, 2.7119, 14.5461, 24.5991
O, -1.6784, 12.2845, 15.1989
O, -1.163, 6.7323, 25.6253
O, -12.4108, 25.5881, 22.6723
O, 37.6241, 1.3043, 21.9819
O, 13.1462, 20.2637, 14.5339
O, -13.3099, 5.2288, 15.8459
O, -16.057, 9.1336, 17.6445
O, -4.8812, 21.9509, 24.2202
O, 13.9725, 6.9122, 14.8617
O, 6.8388, -6.2518, 17.8518
O, 7.6669, -3.6024, 21.8708
O, -2.597, 10.2515, 19.5357
O, 11.8181, 18.8767, 16.186
O, 0.1752, 37.5407, 24.4205
O, 5.0213, 6.5946, 17.6807
O, 0.0191, 10.7512, 14.0459
O, -4.3202, 9.0933, 15.0975
O, 24.5823, -7.8921, 17.3312
O, 13.4564, 17.1719, 20.6927
O, 16.1296, 5.4963, 14.2256
O, 3.3291, 4.1754, 22.1046
O, 22.7485, 21.52, 22.1957
O, 3.4099, -2.2905, 16.7742
O, 1.64, 9.4077, 25.3614
O, 21.3646, 10.6475, 24.4193
O, -8.8028, 14.7587, 19.7645
O, -7.6669, 10.6822, 20.8033
O, -4.1838, 3.5596, 15.3323
O, -9.0093, 3.9711, 15.0045
O, 10.876, 5.5206, 14.0629
O, 5.0811, 10.9904, 14.1855
O, 8.7896, 13.8972, 17.0944
O, -1.8803, 24.0357, 24.7583
O, 20.527, 1.1002, 22.4265
O, -1.0062, -4.3593, 22.7728
O, 5.7026, 11.1045, 19.731
O, -13.6394, -0.8906, 16.9546
O, 6.2593, 19.5335, 20.278
O, 14.8741, 18.9339, 24.7591
O, -3.6092, -8.7556, 22.8264
O, 22.5027, -6.1183, 21.8313
O, 2.8517, 27.9934, 23.4812
H, 2.1779, 0.5364, 33.486
H, 0.5303, 2.1756, 33.486
H, 4.9042, 3.2822, 33.5079
H, 3.2631, 4.9279, 33.5079
H, 2.183, 5.9982, 33.4426
H, 0.5237, 7.6255, 33.4426
H, 4.9263, 8.6905, 33.4903
H, 3.2725, 10.3238, 33.4903
H, 7.6286, 0.5294, 33.4733
H, 5.9899, 2.1779, 33.4733
H, 8.7207, 4.8782, 33.4995
H, 10.3611, 3.232, 33.4995
H, 7.6386, 5.9755, 33.4946
H, 6.0075, 7.6306, 33.4946
H, 10.3399, 8.6968, 33.4926
H, 8.7057, 10.3491, 33.4926
H, -0.823, 3.5406, 6.0175
H, 0.8196, 1.8965, 6.0175
H, 3.5395, -0.826, 5.9795
H, 1.9001, 0.8215, 5.9795
H, -0.8266, 8.9917, 5.9921
H, 0.816, 7.3482, 5.9921
H, 3.5338, 4.6653, 5.9794
H, 1.8835, 6.3019, 5.9794
H, 6.2648, 1.9034, 6.0006
H, 4.6354, 3.5609, 6.0006
H, 7.3344, 0.8276, 6.0013
H, 8.9851, -0.8086, 6.0013
H, 4.6313, 8.9828, 6.0066
H, 6.2911, 7.3556, 6.0066
H, 8.9939, 4.6133, 6.0035
H, 7.3628, 6.2684, 6.0035

Results
free energy: -113759.014 eV
free energy less fixed offsets of H -15.71, O -570.45, Si -639.56 eV per atom: -0.294 eV

Forces (eV/angstrom), in the order of the atoms: element, x, y, z
Si, -0.0041, -0.0014, 0.0202
Si, 0.0063, -0.0031, 0.013
Si, -0.01, 0.0012, 0.0185
Si, -0.0022, 0.0016, 0.0107
Si, -0.0003, 0.0059, 0.0222
Si, 0.0002, 0.0029, 0.0157
Si, 0.0012, -0.0015, 0.0252
Si, 0.0064, -0.0045, 0.0198
Si, -0.0004, -0.0035, -0.0125
Si, 0.0057, -0.0026, -0.0209
Si, -0.0037, 0.0069, -0.0112
Si, -0.0037, 0.0048, -0.0108
Si, -0.0023, 0.0101, -0.0126
Si, -0.0025, 0.0062, -0.0173
Si, 0.0053, -0.0047, -0.013
Si, 0.0061, -0.0021, -0.015
Si, 0.0025, -0.0002, 0.0044
Si, 0.003, -0.0023, 0.0064
Si, -0.0063, 0.0004, 0.001
Si, -0.0017, -0.0067, 0.0059
Si, 0.0005, -0.0068, 0.0077
Si, 0.002, 0.0015, 0.0154
Si, 0.007, -0.0128, 0.0039
Si, 0.0039, 0.0003, -0.0019
Si, -0.014, 0.0011, 0.0216
Si, 0.0171, 0.0271, 0.0181
Si, -0.0088, 0.0053, 0.0157
Si, 0.0147, 0.012, 0.0244
Si, 0.0019, 0.012, 0.0183
Si, -0.0036, 0.0091, 0.0232
Si, 0.0007, 0.0238, 0.0234
Si, -0.0105, -0.0095, 0.0117
Si, 0.0054, 0.0037, 0.1823
Si, 0.0039, -0.0327, 0.1902
Si, 0.018, 0.0101, 0.1677
Si, 0.0005, -0.0298, 0.1872
Si, 0.0292, -0.0282, 0.1757
Si, 0.0063, -0.0207, 0.1701
Si, 0.0211, -0.0199, 0.1795
Si, 0.0092, -0.0259, 0.1828
Si, 0.1185, -0.0988, 0.3029
Si, 0.0505, 0.0393, 0.3943
Si, 0.0802, -0.1829, 0.15
Si, 0.1489, -0.0276, 0.3457
Si, 0.1301, -0.1224, 0.2268
Si, 0.1566, -0.1311, 0.3616
Si, 0.0467, -0.0574, 0.3153
Si, 0.1456, -0.0776, 0.3321
Si, -0.1464, 0.178, -0.3142
Si, -0.1202, 0.0707, -0.3376
Si, -0.1667, 0.1557, -0.2139
Si, -0.0471, -0.0027, -0.3709
Si, -0.1196, 0.0586, -0.2082
Si, -0.1013, 0.0569, -0.2672
Si, -0.0855, 0.0742, -0.3247
Si, -0.0934, 0.0815, -0.2379
Si, -0.0153, 0.0084, -0.1776
Si, 0.0054, 0.0189, -0.1824
Si, -0.0347, 0.0317, -0.1783
Si, 0.0012, 0.0061, -0.1824
Si, -0.024, 0.02, -0.1872
Si, -0.0044, 0.0155, -0.1799
Si, 0.0073, -0.0033, -0.1722
Si, -0.0288, 0.0406, -0.1788
Si, 0.0125, -0.0156, -0.0234
Si, -0.0106, -0.0182, -0.0077
Si, 0.0195, 0.0003, -0.0247
Si, -0.0067, -0.012, -0.0039
Si, -0.015, -0.0139, -0.0266
Si, 0.0012, -0.0083, -0.0138
Si, 0.0048, 0.0032, -0.0205
Si, 0.0003, -0.0072, -0.0147
Si, 0.0046, 0.0031, -0.0041
Si, -0.0129, 0.0024, -0.0129
Si, -0.002, 0.009, -0.0117
Si, -0.0041, -0.0044, -0.002
Si, 0.0026, -0.0007, -0.0095
Si, 0.0023, 0.0037, -0.0049
Si, -0.0024, 0.0113, -0.0023
Si, -0.0005, -0.0024, -0.0072
Si, 0.0035, -0.0035, 0.0145
Si, -0.0086, -0.0032, 0.0147
Si, 0.0031, 0.0003, 0.0139
Si, -0.0017, 0.0001, 0.014
Si, -0.0013, 0.0009, 0.0102
Si, 0.0011, -0.0033, 0.0108
Si, -0.0024, -0.0029, 0.0107
Si, 0.0017, 0.0034, 0.0157
Si, 0.0021, 0.0029, 0.0065
Si, -0.0038, -0.0071, 0.0028
Si, 0.0056, -0.0035, 0.0038
Si, -0.0065, 0.0071, 0.0018
Si, 0.0001, 0.0028, -0.001
Si, -0.0024, 0.0011, 0.0079
Si, 0.0044, -0.0063, 0.008
Si, -0.0003, 0.0047, 0.0091
Si, -0.0028, -0.0017, 0.0203
Si, -0.002, 0.0001, 0.02
Si, -0.0034, 0.0023, 0.0224
Si, 0.0022, 0.001, 0.0191
Si, -0.0041, 0.0035, 0.0163
Si, 0.0037, -0.0014, 0.0178
Si, -0.0047, -0.0016, 0.0144
Si, -0.0053, 0.0007, 0.0139
Si, 0.0029, 0.0023, 0.0135
Si, 0.0012, -0.0011, 0.0244
Si, 0.0042, 0.0048, 0.021
Si, 0.0016, 0.0013, 0.0208
Si, -0.0026, 0.0011, 0.0194
Si, 0.0039, -0.0008, 0.0103
Si, -0.0027, 0.0023, 0.0182
Si, -0.0021, 0.0021, 0.0233
Si, 0.0096, 0.0027, 0.0184
Si, 0.0008, -0.0057, 0.0186
Si, -0.0014, 0.0002, 0.0182
Si, -0.0031, 0.0031, 0.0103
Si, 0.0001, -0.0028, 0.0216
Si, 0.0007, -0.0023, 0.0142
Si, -0.0009, 0.003, 0.0171
Si, 0.0029, 0.0022, 0.0197
O, -0.002, -0.001, -0.0022
O, 0.0009, 0.0006, -0.0113
O, 0.0016, -0.0029, -0.0112
O, 0.0009, -0.003, -0.0091
O, -0.0085, 0.0028, -0.0132
O, -0.0011, 0.0028, -0.0113
O, -0.0017, 0.0073, -0.011
O, 0.0043, 0.0026, -0.0037
O, -0.0003, 0.0015, -0.0116
O, -0.0019, -0.0056, -0.0128
O, 0.008, 0.0005, -0.0133
O, -0.0027, -0.0012, -0.0005
O, 0.0033, 0.001, -0.008
O, -0.0064, -0.0006, -0.0104
O, -0.0002, 0.0009, -0.0052
O, 0.0097, -0.0037, -0.0193
O, 0.0009, 0.0033, -0.0085
O, -0.0006, -0.002, -0.0093
O, 0.0035, 0.0001, -0.0113
O, -0.0037, 0.0033, -0.0053
O, 0.0033, 0.0003, -0.0081
O, -0.003, 0.0013, -0.0131
O, 0.0004, -0.0008, -0.0151
O, 0.0014, -0.0006, -0.0114
O, 0.0001, 0.0012, -0.0067
O, -0.0044, -0.0008, -0.0145
O, -0.0026, 0.0018, -0.0052
O, -0.004, 0.0025, -0.0041
O, 0.0037, 0.0015, -0.007
O, 0.001, -0.0013, -0.0118
O, 0.0049, -0.0035, -0.0148
O, 0.0042, -0.0058, -0.0071
O, -0.0061, -0.0007, -0.0119
O, 0.0065, 0.0005, -0.015
O, 0.0039, 0.0004, -0.0092
O, 0.002, 0.0002, -0.0132
O, 0.0006, 0.0005, -0.002
O, -0.0009, 0.0033, -0.0069
O, -0.0036, 0.0039, -0.0168
O, -0.0045, -0.0025, -0.017
O, -0.0025, 0.0038, -0.0128
O, -0.0001, -0.0048, -0.0077
O, -0.0026, -0.0013, -0.0104
O, 0.005, -0.0016, -0.0021
O, -0.0086, -0.0022, -0.0112
O, 0.0021, 0, 0.0002
O, 0.0035, 0.0006, -0.0126
O, 0.0028, -0.0032, -0.0114
O, 0.0029, 0.0026, -0.0086
O, -0.0043, 0.0015, -0.0226
O, -0.0015, 0.0041, -0.0133
O, -0.0008, -0.0016, -0.0016
O, -0.0016, 0.0047, 0.0031
O, -0.001, 0.0012, -0.0052
O, -0.0017, 0.0003, -0.0174
O, -0.0002, -0.0011, -0.006
O, -0.0011, 0.0008, -0.0024
O, 0.0007, -0.0003, -0.0073
O, -0.0052, -0.0042, -0.0013
O, -0.0005, 0.0023, -0.0148
O, -0.0014, -0.0016, -0.0106
O, -0.0044, -0.0035, -0.0058
O, 0.0072, -0.0007, -0.0087
O, 0.0013, 0.0016, -0.0104
H, -0.2492, 0.2945, -0.2507
H, 0.3076, -0.3438, -0.2929
H, -0.2105, 0.3394, -0.2485
H, 0.3329, -0.2715, -0.248
H, -0.2705, 0.3438, -0.2595
H, 0.3162, -0.2537, -0.3273
H, -0.3614, 0.2808, -0.2477
H, 0.2892, -0.2163, -0.3054
H, -0.3119, 0.3381, -0.2307
H, 0.2451, -0.2639, -0.3294
H, 0.2814, -0.2357, -0.3201
H, -0.2928, 0.4046, -0.22
H, -0.2514, 0.3169, -0.2623
H, 0.3743, -0.2358, -0.2758
H, -0.2851, 0.346, -0.2117
H, 0.344, -0.2389, -0.3019
H, 0.2715, -0.3753, 0.1984
H, -0.3494, 0.209, 0.3181
H, -0.3573, 0.1946, 0.2848
H, 0.3555, -0.2689, 0.2133
H, 0.1925, -0.4023, 0.2244
H, -0.3512, 0.2775, 0.3095
H, -0.3333, 0.1702, 0.27
H, 0.4084, -0.2852, 0.227
H, -0.269, 0.3309, 0.279
H, 0.2453, -0.2856, 0.2627
H, 0.2524, -0.3745, 0.2337
H, -0.2679, 0.2881, 0.2997
H, 0.2783, -0.3172, 0.2422
H, -0.2514, 0.3254, 0.281
H, -0.3124, 0.2682, 0.292
H, 0.2303, -0.367, 0.2399

The program warned: the cutoff lies below the one the program advises for these potential files; the forces do not sum to zero within the program's tolerance; empty levels may hold ghost states of the PAW files; the exchange-correlation potential is rough where the density is thin.
